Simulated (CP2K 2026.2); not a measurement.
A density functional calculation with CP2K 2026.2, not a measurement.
Periodic cell of 504 atoms, Si360O144, from a study of silicon, its oxide and their interface. The atomic structure is a simulated model.
Doubt: the forces sum to 2.70 eV/angstrom along one axis rather than to zero, so they err by at least 0.0054 eV/angstrom per atom on average; the grid cutoff is modest.

Settings
functional: PBE
method: Gaussian and plane waves
basis set: DZVP-MOLOPT-SR-GTH
pseudopotentials: GTH-PBE
grid cutoff: 300 Ry, relative cutoff 40 Ry
k points: Gamma only
occupations: fixed
spin: none
net charge: 0

Cell vectors (angstrom)
a 16.32 0 0
b 0 16.32 0
c 2.2005 -2.6542 33.5213

Atoms and the computed forces on them: element, x, y, z (angstrom), force x, y, z (eV/angstrom)
Si 1.335 -1.343 0.467 -0.041 -0.011 0.573
Si 3.688 1.568 0.217 0.163 -0.046 0.777
Si 1.584 3.854 0.122 -0.143 0.156 0.763
Si 4.351 6.53 -0.041 -0.139 0.136 0.764
Si 1.094 -6.537 -0.019 0.152 -0.082 0.778
Si 3.609 -3.393 -0.056 0.115 -0.276 0.745
Si 7.196 -1.494 0.085 -0.22 -0.008 0.638
Si 9.87 1.025 0.378 -0.051 0.046 0.811
Si 6.48 4.229 0.06 0.132 -0.053 0.735
Si 9.079 6.977 -0.071 0.31 -0.114 0.778
Si 7.105 9.421 0.013 -0.182 0.042 0.676
Si -6.966 -3.808 0.008 0.155 -0.158 0.719
Si -4.298 -1.183 0.282 0.17 -0.044 0.754
Si -0.796 0.841 -0.033 -0.251 0.175 0.806
Si -4.093 3.808 -0.195 0.08 0.129 0.777
Si -1.636 7.08 0.054 0.052 -0.138 0.772
Si -3.905 -7.082 -0.047 -0.102 0.18 0.711
Si -1.081 -4.301 0.009 -0.239 0.064 0.772
Si 2.695 0.061 1.675 0.007 -0.014 -0.037
Si 5.362 2.693 1.416 -0.012 0.015 -0.067
Si 2.76 5.459 1.354 0.028 -0.027 -0.044
Si 5.46 8.198 1.224 0.025 -0.02 -0.057
Si 2.701 -5.287 1.183 0.012 0.007 -0.058
Si 5.417 -2.571 1.256 0.039 -0.028 -0.045
Si 8.234 -0.068 1.589 -0.004 -0.001 -0.029
Si -5.34 2.715 1.478 0.041 -0.004 -0.053
Si 8.049 5.429 1.356 0 0.001 -0.045
Si -5.506 8.055 1.203 -0.028 -0.007 -0.018
Si 8.234 -5.39 1.368 -0.007 0.009 -0.036
Si -5.487 -2.739 1.504 -0.001 0.004 -0.048
Si -2.575 -0.025 1.345 -0.002 0.037 -0.039
Si 0.033 2.609 1.343 -0.018 -0.01 -0.047
Si -2.771 5.327 1.166 -0.025 0.024 -0.058
Si -0.047 8.231 1.358 -0.028 0.008 -0.043
Si -2.734 -5.467 1.262 0.014 -0.022 -0.059
Si -0.057 -2.823 1.539 -0.011 -0.013 -0.043
Si 1.298 1.405 2.916 -0.005 0.021 0.06
Si 4.051 4.09 2.788 -0.006 0.008 0.038
Si 1.352 6.834 2.646 -0.003 -0.002 0.009
Si 4.059 9.588 2.538 -0.02 -0.004 0.011
Si 1.4 -4.125 2.785 0.009 -0.008 0.051
Si 4.175 -1.31 2.819 0.01 -0.035 0.025
Si 6.791 1.366 2.753 -0.01 0 0.01
Si 9.5 4.094 2.69 -0.007 0.005 0.002
Si 6.751 6.844 2.712 -0.021 -0.008 0.032
Si 9.582 -6.82 2.665 0.008 -0.01 -0.003
Si 6.74 -4.05 2.636 0.011 0.025 0.006
Si -6.782 -1.423 2.934 0.02 0.016 0.05
Si -3.919 1.361 2.759 -0.025 -0.032 0.038
Si -1.377 4.038 2.603 -0.002 0.013 0.01
Si -4.138 6.694 2.588 0.007 0 0.019
Si -1.395 -6.768 2.734 -0.009 0.022 0.029
Si -4.061 -4.137 2.706 0.014 -0.003 0.013
Si -1.403 -1.415 2.82 -0.021 0.001 0.016
Si -0.039 -0.037 4.173 0 0.018 -0.015
Si 2.7 2.768 4.184 0.032 -0.012 0.009
Si -0.01 5.429 3.979 0.002 -0.031 0.005
Si 2.722 8.212 3.977 0.019 0.029 -0.009
Si -0.001 -5.461 4.117 -0.014 0.018 -0.007
Si 2.762 -2.72 4.101 -0.007 0.007 -0.019
Si 5.485 0.034 4.178 0.001 0.017 0.016
Si 8.164 2.736 4.073 0.004 0.011 0.014
Si 5.428 5.471 4.097 -0.008 0.012 -0.006
Si 8.171 -8.142 4.035 0.011 -0.017 -0.009
Si 5.416 -5.442 3.998 0.004 0.009 0.006
Si 8.095 -2.78 4.138 -0.022 -0.006 -0.017
Si -5.355 0.009 4.122 0.008 0.004 -0.024
Si -2.655 2.747 4.119 0.014 -0.012 -0.012
Si -5.463 5.435 4.059 0.014 0.002 0.003
Si -2.772 8.104 3.988 0.001 -0.013 -0.027
Si -5.41 -5.493 4.073 -0.025 -0.001 -0.004
Si -2.763 -2.768 4.132 0 -0.002 0.005
Si 1.384 -1.341 16.323 0.005 0 -0.003
Si 4.082 1.355 16.355 0.001 -0.013 0.002
Si 1.359 4.082 16.341 -0.004 0.012 -0.011
Si 4.094 6.791 16.326 -0.008 -0.001 -0.004
Si 1.373 -6.799 16.289 -0.005 0.007 -0.018
Si 4.083 -4.067 16.308 0.003 -0.002 -0.013
Si 6.799 -1.349 16.314 0.001 0.008 -0.007
Si -6.806 1.357 16.34 0.001 -0.001 -0.013
Si 6.808 4.078 16.356 0 0.006 -0.002
Si -6.833 6.774 16.303 -0.008 -0.003 -0.007
Si 6.794 -6.809 16.31 -0.004 -0.006 -0.009
Si -6.801 -4.085 16.314 0.004 -0.005 -0.006
Si -4.066 -1.342 16.324 0.015 0 -0.004
Si -1.354 1.376 16.328 -0.009 0.001 -0.01
Si -4.083 4.047 16.305 0 0.004 -0.012
Si -1.349 6.788 16.314 -0.005 -0.002 -0.011
Si -4.086 9.524 16.307 0.004 0 -0.008
Si -1.374 -4.059 16.302 0.01 0.004 -0.002
Si 2.715 0.011 17.74 -0.016 0.001 -0.004
Si 5.458 2.703 17.709 0.005 -0.007 0.019
Si 2.712 5.459 17.687 0.001 -0.002 0.004
Si 5.47 8.134 17.688 -0.011 -0.001 0.008
Si 2.753 -5.467 17.646 -0.005 0.013 0.011
Si 5.413 -2.677 17.667 -0.004 -0.003 -0.007
Si 8.161 -0.016 17.694 -0.01 0.002 0.01
Si -5.46 2.73 17.701 0.006 -0.002 -0.001
Si 8.179 5.421 17.736 0.021 -0.003 0.001
Si -5.498 8.171 17.615 -0.001 0.01 0.007
Si 8.131 -5.434 17.662 0.013 -0.004 0.024
Si -5.407 -2.742 17.655 -0.007 0.005 -0.006
Si -2.739 0.057 17.693 -0.012 -0.006 0.014
Si 0.017 2.707 17.713 -0.002 0.015 0
Si -2.683 5.368 17.639 0.02 0.005 0.006
Si 0.002 -8.133 17.646 0.019 -0.006 -0.012
Si -2.727 -5.425 17.664 -0.008 -0.004 -0.003
Si 0.006 -2.703 17.639 -0.007 -0.011 0.011
Si 1.36 1.371 19.125 0.005 -0.013 -0.006
Si 4.071 4.079 19.025 -0.001 0 -0.044
Si 1.355 6.862 19.023 -0.008 0.018 -0.035
Si 4.106 -6.83 19.031 -0.008 -0.008 -0.02
Si 1.363 -4.11 18.952 -0.01 0.007 -0.045
Si 4.082 -1.345 19.096 0.004 -0.014 -0.005
Si 6.82 1.333 19.091 -0.001 0.006 -0.031
Si -6.812 4.032 19.13 -0.022 0.003 -0.004
Si 6.849 6.813 19.085 -0.005 0.01 -0.012
Si -6.831 9.533 19.025 0.006 -0.009 -0.022
Si 6.751 -4.055 18.993 -0.001 -0.005 -0.02
Si 9.557 -1.398 18.998 0.009 0.01 -0.01
Si -4.113 1.413 19.091 0.026 -0.004 -0.015
Si -1.329 4.048 19.09 -0.029 -0.001 -0.002
Si -4.128 6.736 18.845 -0.028 -0.012 -0.047
Si -1.349 -6.769 19.001 0.019 0.012 -0.023
Si -4.083 -4.095 19.055 -0.005 -0.004 -0.012
Si -1.326 -1.296 18.981 0.027 -0.001 -0.049
Si -0.024 0.021 20.473 -0.023 -0.023 0.064
Si 2.747 2.734 20.463 0.02 0.009 0.053
Si 0.032 5.491 20.385 -0.001 -0.012 0.027
Si 2.727 8.18 20.425 0.013 -0.003 0.037
Si 0.04 -5.438 20.377 0.016 -0.006 0.04
Si 2.688 -2.766 20.343 -0.009 -0.038 0.063
Si 5.435 0.008 20.49 0.022 0.013 0.049
Si 8.19 2.631 20.538 -0.009 -0.019 0.052
Si 5.475 5.413 20.357 -0.012 -0.01 0.057
Si 8.168 8.201 20.478 0 0.019 0.054
Si 5.425 -5.422 20.372 -0.006 0.005 0.055
Si 8.169 -2.747 20.319 -0.001 -0.014 0.048
Si -5.458 -0.03 20.397 0.012 -0.007 0.051
Si -2.74 2.746 20.505 0.005 0.005 0.041
Si -5.398 5.456 20.35 0.001 0.018 0.071
Si -2.803 -8.201 20.129 -0.008 0.012 0.031
Si -5.486 -5.431 20.419 -0.018 -0.003 0.044
Si -2.662 -2.691 20.289 0.004 0.008 0.048
Si 1.163 -1.608 21.68 0.097 0.145 -0.752
Si 4.331 1.636 21.826 -0.097 -0.195 -0.759
Si 1.681 4.42 21.691 -0.227 -0.208 -0.716
Si 3.957 6.611 21.668 0.175 0.225 -0.727
Si 1.581 -6.564 21.766 -0.141 -0.201 -0.731
Si 3.796 -4.347 21.681 0.117 0.139 -0.792
Si 7.044 -1.233 21.678 -0.237 -0.036 -0.735
Si -7.024 0.955 21.853 0.143 0.287 -0.716
Si 6.56 3.834 21.721 0.118 0.069 -0.765
Si -6.484 7.035 21.677 -0.262 -0.057 -0.78
Si 6.994 -6.487 21.747 -0.068 -0.234 -0.737
Si 9.229 -4.283 21.74 0.232 0.06 -0.72
Si -3.851 -1.198 21.619 -0.136 -0.163 -0.768
Si -1.684 1.083 21.802 0.222 0.193 -0.727
Si -3.82 4.44 21.767 -0.139 -0.268 -0.711
Si -1.653 6.682 21.515 0.214 -0.007 -0.719
Si -4.294 -7.11 21.53 -0.035 0.196 -0.728
Si -1.058 -3.773 21.592 -0.082 -0.099 -0.786
Si 2.443 7.864 -2.191 0.004 -0.051 0.193
Si -2.728 -5.113 -6.772 0.007 -0.089 -0.025
Si 5.266 3.61 -3.987 0.021 -0.055 0.008
Si 0.674 5.13 24.3 0.034 -0.014 -0.168
Si -1.522 5.653 -4.418 0.046 0.01 0.065
Si 6.879 -0.084 -2.735 0.179 0.012 0.176
Si 0.251 5.666 -2.073 0.088 0.021 0.18
Si 6.607 -5.414 -2.768 0.006 0.049 0.089
Si 4.305 1.196 -2.67 -0.038 -0.015 0.087
Si -6.621 1.784 24.822 0.045 -0.059 -0.172
Si -4.428 3.967 24.822 -0.001 0.028 -0.257
Si -3.97 -2.546 -7.207 0.014 0.063 -0.029
Si 6.864 5.826 -4.695 -0.038 0.033 -0.079
Si -5.051 -6.425 -4.952 0.053 0.08 0.094
Si 7.678 -2.838 -4.099 -0.084 -0.076 0.082
Si 2.473 0.651 -5.007 -0.053 -0.042 0.016
Si -6.114 -1.646 -5.154 0.055 0.062 0.073
Si 6.854 -7.708 -4.653 -0.038 0.071 0.083
Si -6.205 4.987 -2.243 -0.019 -0.104 0.168
Si -8.034 2.528 -1.917 -0.087 -0.026 0.037
Si -1.196 1.231 24.838 -0.035 0.096 -0.114
Si 2.931 6.024 -6.76 0.077 -0.139 0.182
Si 5.125 -3.4 -5.629 0.003 -0.008 0.144
Si 3.426 -1.302 -6.915 -0.156 -0.026 0.009
Si 1.376 -4.449 -4.439 0.026 0.016 -0.005
Si 3.461 3.108 -6.215 0.149 -0.042 -0.088
Si -2.621 3.027 -5.079 -0.159 -0.144 -0.043
Si -3.438 -0.692 -3.823 0.025 0.052 -0.083
Si 3.978 -4.149 -3.038 -0.066 0.098 0.063
Si -1.903 -0.608 -6.52 -0.051 0.054 0.096
Si -5.312 3.022 -6.608 0.052 -0.12 -0.006
Si -2.922 -5.282 23.603 -0.067 0.095 -0.169
Si 1.046 -0.499 26.003 -0.063 0.095 -0.012
Si 0.784 -1.696 -5.606 0.084 0.007 -0.017
Si 7.874 3.778 25.843 0.109 -0.031 0.135
Si -5.106 -5.146 -2.21 -0.094 -0.015 0.218
Si -3.038 7.928 -4.75 -0.02 -0.022 -0.137
Si -1.437 3.994 25.826 -0.039 0.047 0.056
Si 8.013 5.764 23.8 0.005 -0.046 -0.141
Si -7.164 -8.004 -6.457 0.027 -0.068 -0.012
Si 5.759 7.966 23.869 -0.016 -0.005 -0.185
Si -6.567 5.496 -5.09 -0.075 0.012 0.066
Si 3.308 -5.548 -6.588 0.148 -0.033 0.003
Si 0.161 7.275 -6.585 -0.036 0.046 0.087
Si -2.639 1.741 -2.211 -0.048 0.025 0.115
Si 6.401 2.441 -6.52 -0.15 0.062 -0.14
Si -5.15 -3.076 23.803 -0.004 0.012 -0.178
Si 0.036 7.951 23.742 0.117 0.076 -0.032
Si -2.93 -2.924 -2.012 0.044 0.025 0.155
Si -0.598 -6.5 -5.245 -0.017 -0.066 0.008
Si -7.54 0.684 -6.739 0.107 0.041 -0.027
Si 3.7 -8.089 -4.961 -0.053 -0.1 0.052
Si 5.259 -2.58 23.835 -0.075 -0.023 -0.197
Si 3.08 -0.317 23.898 -0.08 0.005 -0.26
Si 1.381 -1.377 5.47 0.009 -0.008 0.024
Si 4.08 1.382 5.492 -0.009 0.003 0.019
Si 1.32 4.136 5.46 -0.014 0.008 0.008
Si 4.055 6.85 5.401 -0.024 -0.001 0.001
Si 1.367 9.493 5.43 0.004 -0.004 0.003
Si 4.096 -4.104 5.436 0.01 0.007 0.008
Si 6.811 -1.37 5.505 0.004 -0.003 0.018
Si 9.546 1.373 5.43 0.001 -0.012 -0.01
Si 6.806 4.101 5.435 -0.005 -0.005 0.006
Si -6.807 6.81 5.417 -0.006 0.011 -0.003
Si 6.792 -6.787 5.384 -0.004 0.001 0.009
Si 9.51 12.18 5.434 0.008 0 -0.006
Si -4.077 -1.383 5.499 0.01 0.01 0.012
Si -1.359 1.363 5.507 0 -0.006 0.015
Si -4.083 4.087 5.425 -0.015 -0.001 0.008
Si -1.379 6.777 5.362 0.007 0.01 -0.004
Si -4.071 -6.856 5.424 0.018 0.004 0.002
Si -1.354 -4.094 5.465 0.014 0.003 0.011
Si 2.725 -0.001 6.829 -0.001 0.001 0.002
Si 5.454 2.745 6.816 -0.001 -0.002 0.003
Si 2.705 5.491 6.789 -0.011 0.011 0.007
Si 5.437 -8.142 6.767 0.006 0.006 -0.002
Si 2.722 -5.455 6.793 -0.008 -0.001 -0.005
Si 5.433 -2.737 6.823 -0.001 0.003 0.004
Si 8.194 0.005 6.812 0.002 -0.007 -0.003
Si -5.433 2.731 6.802 0.003 -0.003 0.006
Si -8.155 5.452 6.793 0.007 0.006 0.002
Si 10.874 8.146 6.798 -0.006 -0.006 0.004
Si 8.147 10.851 6.8 0.006 -0.004 -0.003
Si 10.853 -2.75 6.806 -0.011 0.01 -0.006
Si -2.722 -0.007 6.845 -0.003 -0.004 0.008
Si 0.006 2.738 6.831 0.009 -0.007 0.001
Si -2.719 5.445 6.778 -0.005 -0.003 -0.004
Si -0.013 8.127 6.76 0.007 -0.008 -0.002
Si -2.719 -5.478 6.791 0.004 -0.007 -0.002
Si 0.008 -2.732 6.822 -0.008 0.009 -0.005
Si 1.368 1.369 8.177 0.006 0.004 0.004
Si 4.073 4.11 8.145 0.003 0.002 -0.003
Si 1.342 6.81 8.165 -0.006 -0.006 -0.002
Si 4.085 -6.802 8.156 -0.002 0.001 -0.006
Si 1.367 -4.098 8.167 0.002 0.008 0.002
Si 4.08 -1.369 8.179 -0.008 -0.011 -0.003
Si 6.814 1.365 8.161 0.003 0.007 -0.009
Si -6.798 4.089 8.157 0.005 0.001 -0.005
Si 6.793 6.812 8.139 0.003 -0.001 -0.005
Si 9.514 9.502 8.16 -0.01 -0.007 0
Si 6.805 -4.092 8.168 0.005 0.01 -0.006
Si 9.525 -1.37 8.175 0.003 0 0.01
Si -4.09 1.363 8.177 -0.01 -0.017 0.004
Si -1.372 4.091 8.166 -0.004 -0.006 0.001
Si -4.077 6.794 8.154 0.002 0.008 0.001
Si -1.352 -6.825 8.146 -0.003 0.005 -0.003
Si -4.084 -4.107 8.148 0.005 -0.007 -0.016
Si -1.348 -1.366 8.182 0.017 0.018 0
Si 0.006 0.005 9.532 0 0 0.007
Si 2.732 2.736 9.519 -0.005 -0.013 0
Si -0.005 5.442 9.527 0.009 0.002 0.001
Si 2.715 -8.154 9.516 -0.01 -0.001 0.003
Si 0 -5.458 9.516 0.006 -0.007 -0.003
Si 2.718 -2.728 9.531 -0.001 0.009 0.001
Si 5.449 0.002 9.52 0.002 -0.013 0
Si -8.154 2.726 9.521 0.003 -0.004 0
Si 5.438 5.454 9.51 -0.001 0.01 -0.004
Si 8.154 8.151 9.519 0.006 0 0.002
Si 5.44 -5.446 9.525 0.002 0.002 -0.003
Si 8.157 -2.725 9.528 -0.008 0.008 0.005
Si -5.441 -0.005 9.533 0.004 0 0.005
Si -2.724 2.725 9.527 -0.003 0.005 0.001
Si -5.435 5.439 9.52 0.004 -0.007 0.006
Si -2.718 8.153 9.517 0.008 -0.001 -0.005
Si -5.445 -5.452 9.518 -0.008 0.007 -0.007
Si -2.724 -2.739 9.513 -0.006 0.002 -0.01
Si 1.365 -1.357 10.886 -0.003 0 0.001
Si 4.088 1.367 10.878 0.004 0.012 -0.003
Si 1.362 4.081 10.881 0 -0.001 0.004
Si 4.075 -9.518 10.874 -0.006 -0.001 -0.003
Si 1.361 -6.802 10.886 0.006 0.011 0.004
Si 4.083 -4.083 10.887 -0.002 0.004 0.004
Si 6.802 -1.358 10.886 0.007 -0.005 0.003
Si -6.803 1.36 10.886 -0.002 -0.013 0.006
Si -9.523 4.086 10.872 -0.005 -0.002 -0.002
Si 9.518 6.794 10.878 -0.004 0 -0.004
Si 6.8 9.514 10.881 0.005 -0.006 -0.001
Si 9.521 -4.086 10.88 0.005 0.007 0
Si -4.074 -1.37 10.877 0.003 0.01 -0.001
Si -1.358 1.366 10.884 -0.001 -0.008 0.003
Si -4.083 4.08 10.889 -0.003 -0.001 -0.002
Si -1.361 6.801 10.887 -0.009 -0.005 0.002
Si -4.08 9.514 10.878 0.002 -0.001 -0.001
Si -1.361 -4.092 10.875 0.005 -0.001 -0.003
Si 2.725 0.009 12.241 -0.002 -0.009 0.002
Si 5.444 2.725 12.242 0.001 -0.005 0.004
Si 2.728 5.435 12.241 -0.001 -0.001 -0.001
Si 5.434 -8.162 12.235 -0.005 -0.003 0
Si 2.718 -5.438 12.245 -0.004 -0.003 0.003
Si 5.443 -2.72 12.242 -0.001 0.007 -0.002
Si 8.156 0.005 12.251 0 0.001 0.004
Si -5.441 2.715 12.245 0.007 0 0.004
Si -8.161 5.434 12.239 0.007 0.002 0.001
Si 10.878 8.154 12.237 0 -0.005 0
Si 8.162 10.873 12.24 -0.006 0.004 0.003
Si 10.877 -2.719 12.237 0 -0.001 -0.003
Si -2.716 -0.005 12.234 -0.003 -0.006 0
Si 0.005 2.722 12.245 -0.001 0.002 0.003
Si -2.721 5.441 12.244 0.003 0 -0.003
Si 0.003 8.156 12.247 0.004 0 0
Si -2.722 -5.445 12.242 -0.003 0.003 0.003
Si -0.002 -2.72 12.232 0.001 0.01 -0.001
Si 1.367 1.368 13.611 -0.003 -0.001 0.008
Si 4.084 4.074 13.612 0 0 0.002
Si 1.371 6.793 13.599 0.005 -0.01 0.001
Si 4.083 -6.798 13.598 -0.009 0.002 0.004
Si 1.356 -4.071 13.597 -0.003 0.007 -0.001
Si 4.087 -1.354 13.596 0.004 -0.004 0.003
Si 6.798 1.371 13.612 -0.004 0.002 0.003
Si -6.802 4.074 13.604 -0.007 -0.004 0.009
Si 6.786 -9.531 13.589 -0.002 0.007 -0.001
Si 9.517 9.508 13.6 0.007 -0.003 0.001
Si 6.806 -4.081 13.598 0.009 -0.009 0.001
Si 9.52 -1.358 13.603 0.001 0.007 0.004
Si -4.08 1.346 13.595 0.01 -0.01 0.003
Si -1.359 4.081 13.6 -0.011 0.014 0.002
Si -4.084 6.797 13.602 0.002 -0.005 -0.005
Si -1.361 9.516 13.605 0.004 0 0.008
Si -4.083 -4.073 13.594 -0.002 0.01 0.006
Si -1.348 -1.352 13.595 -0.004 -0.005 -0.002
Si 0.006 0.008 14.969 0.002 -0.009 0.001
Si 2.726 2.72 14.985 -0.004 0.002 0.003
Si 0.011 5.434 14.958 0 -0.005 -0.002
Si 2.736 8.15 14.954 0.004 -0.003 -0.005
Si -0.003 -5.43 14.955 0.001 0.002 -0.005
Si 2.723 -2.709 14.951 -0.005 0.007 0
Si 5.433 0.009 14.966 0.003 -0.004 0
Si 8.161 2.724 14.98 0.004 -0.003 0.005
Si 5.45 5.427 14.972 -0.003 0.003 -0.001
Si 8.14 -8.176 14.945 -0.003 -0.013 -0.002
Si 5.443 -5.436 14.956 0.001 0.005 -0.004
Si 8.161 -2.718 14.961 -0.008 -0.001 -0.004
Si -5.444 0.002 14.97 0.001 0 -0.001
Si -2.718 2.706 14.945 0.002 0 -0.006
Si -5.439 5.432 14.961 0.009 0.007 -0.002
Si -2.722 8.151 14.963 -0.001 -0.005 -0.005
Si -5.443 -5.439 14.947 0.001 -0.003 0
Si -2.721 -2.7 14.944 -0.006 0.002 0.001
O -6.998 6.156 -1.458 -0.156 0.204 -0.483
O 7.698 1.333 -2.861 0.097 -0.038 -0.814
O 3.67 7.186 -1.373 0.167 0.046 -0.495
O -6.521 -3.551 23.085 -0.524 0.157 0.444
O 4.74 -4.901 -6.134 0.547 -0.255 -0.141
O -0.626 -8.08 25.173 -0.281 0.157 -0.2
O -1.248 1.637 23.273 0.063 0.232 0.149
O 0.98 6.636 23.801 0.604 0.029 0.072
O -5.373 8.142 22.151 0.251 -0.161 0.585
O 8.113 -8.088 -0.506 0.069 -0.036 -0.353
O -8.077 -2.666 -0.415 -0.123 -0.132 -0.28
O 1.047 4.047 23.154 0.045 -0.472 0.374
O -1.239 1.309 -1.53 0.286 0.016 -0.432
O -0.011 -5.427 -0.529 -0.137 0.125 -0.571
O -4.186 -4.35 23.91 -0.156 -0.148 0.425
O -4.611 -6.449 -1.378 -0.27 -0.034 -0.455
O 2.4 -2.305 -0.35 0.154 -0.156 -0.618
O 4.441 -3.698 23.018 -0.223 -0.305 0.24
O -5.821 4.416 -6.002 0.03 0.206 -0.069
O 5.446 2.757 22.285 0.059 0.173 0.102
O -1.168 7.642 22.726 -0.039 0.198 0.079
O 4.223 -3.599 -1.548 0.613 0.136 -0.288
O -6.49 1.92 -6.609 -0.14 -0.045 0.043
O 7.125 3.379 -1.177 -0.22 -0.148 -0.403
O -5.588 -5.526 -3.712 -0.536 0.482 -0.354
O 2.68 2.733 -0.344 0.201 0.184 -0.687
O -3.764 -2 -1.003 -0.353 -0.085 -0.438
O 4.109 0.766 -1.133 0.018 -0.572 -0.037
O 7.238 4.618 22.968 -0.151 -0.108 0.506
O -3.402 -6.547 22.755 0.268 -0.143 0.131
O -8.094 4.999 -4.899 -0.152 -0.45 -0.198
O 2.117 -4.764 -5.837 -0.168 0.129 -0.455
O 1.939 -1.004 22.977 0.19 0.018 0.512
O -2.684 5.563 22.112 0.079 0.035 0.388
O 6.714 -3.194 -5.371 0.249 -0.141 -0.753
O -1.863 -7.277 -4.63 0.01 0.275 0.166
O 0.341 -0.31 -0.356 -0.034 -0.285 -0.689
O 8.137 -0.142 22.219 0.098 0.007 0.5
O -1.582 -3.47 -1.309 0.317 0.306 -0.369
O 0.916 -7.145 23.147 -0.063 0.172 0.522
O 0.201 -5.546 -4.207 -0.372 -0.243 0.687
O -1.224 -5.532 -6.374 0.314 0.18 -0.292
O 5.424 5.367 -0.504 -0.084 0.126 -0.212
O 1.508 6.628 -7.147 0.093 0.196 -0.732
O -2.631 -2.009 -3.308 0.318 -0.161 -0.394
O -5.392 -0.072 -0.219 0.135 0.018 -0.234
O -1.784 -4.419 22.88 0.262 -0.155 0.494
O -4.988 -1.07 -4.133 -0.188 0.242 0.531
O 6.668 -5.959 -1.252 -0.29 0.195 0.022
O 4.35 -3.09 -4.216 -0.151 0.298 0.22
O -7.874 5.161 25.235 0.635 0.363 0.296
O 7.333 -3.969 -2.97 0.114 0.287 0.229
O -3.838 -4.181 -2.414 0.108 0.046 -0.413
O 2.944 1.083 -3.524 -0.448 0.356 -0.004
O 0.92 4.473 -1.229 -0.113 -0.451 -0.106
O -4.434 3.987 23.207 -0.531 -0.364 0.037
O -5.4 2.746 25.273 0.123 -0.173 0.215
O -6.617 6.974 -5.729 0.135 0.068 0.093
O 7.038 7.012 24 0.075 -0.004 0.41
O -4.477 -1.9 22.938 -0.081 0.092 0.013
O -6.994 6.265 23.017 0.059 -0.39 0.138
O -7.109 1.748 -0.888 -0.018 0.031 -0.247
O -2.386 2.544 -3.568 0.064 0.226 0.138
O 3.623 -0.255 -5.698 0.515 -0.185 0.464
O 7.437 -1.334 -3.566 0.3 0.119 -0.046
O 4.935 2.699 -2.702 -0.036 0.208 0.405
O 7.643 -7.622 -6.053 -0.134 0.405 -0.401
O 1.92 -1.913 -6.759 -0.206 -0.322 -0.611
O 2.988 -7.778 -3.546 -0.034 0.349 -0.005
O -7.047 -0.455 -5.712 -0.364 0.038 0.386
O -6.244 -6.777 -5.97 -0.203 0.347 -0.109
O 2.337 1.967 -5.962 -0.58 0.078 -0.233
O 8.111 -5.382 22.229 -0.215 -0.029 0.601
O 3.344 6.679 -5.318 0.352 -0.312 0.546
O 1.744 -7.298 -1.305 -0.107 -0.121 -0.286
O -2.593 4.627 -5.02 -0.434 0.464 -0.29
O 4.806 2.479 -6.941 -0.11 -0.388 -0.542
O -4.921 5.375 25.469 -0.27 0.505 -0.274
O -8.007 2.603 24.831 -0.396 -0.187 -0.278
O -4.029 2.523 -5.719 0.03 -0.28 0.286
O -2.752 8.154 -0.506 0.015 -0.024 -0.288
O 7.261 7.209 -3.963 0.301 -0.05 0.418
O -5.312 -2.322 -6.366 -0.228 -0.104 0.128
O -0.533 5.011 -3.319 0.085 -0.639 -0.21
O -2.969 3.714 25.443 0.115 -0.404 -0.178
O -5.773 5.57 -3.679 0.488 0.109 -0.148
O 1.375 6.712 -2.569 -0.025 0.11 -0.619
O 6.813 -0.552 -1.185 -0.24 0.432 -0.218
O 2.898 5.444 22.08 0.093 -0.313 0.139
O -4.937 4.651 -1.301 0.063 0.155 -0.198
O 0.96 -2.103 26.103 0.355 -0.194 -0.483
O 3.228 -7.104 -6.158 -0.305 -0.462 -0.122
O -6.344 1.296 23.304 0.331 0.179 0.038
O -2.615 0.664 25.394 -0.365 -0.116 -0.29
O -0.912 -3.853 26.1 -0.123 0.12 -0.653
O 4.576 7.249 23.036 -0.044 -0.007 0.153
O 3.64 1.021 23.176 -0.27 0.239 0.431
O 5.254 -8.012 25.355 -0.262 0.33 -0.021
O -2.259 -5.846 24.939 0.04 -0.797 0.2
O 2.435 -0.004 25.346 0.376 0.26 0.256
O -0.578 6.276 -5.568 0.258 -0.321 -0.157
O -2.489 6.776 -3.769 -0.265 0 0.638
O -0.124 0.054 25.044 -0.046 -0.345 -0.289
O 6.517 -2.053 22.98 0.138 -0.319 0.403
O 4.304 -1.325 24.14 0.127 0.053 0.145
O 5.801 -3.235 25.188 0.445 -0.159 0.01
O -0.891 4.995 24.675 -0.564 0.484 -0.234
O -6.827 0.618 25.922 0.279 -0.238 -0.039
O -3.331 7.321 -6.249 0.206 -0.229 0.019
O 1.46 4.848 25.648 0.049 -0.014 0.071
O 5.041 -5.361 -3.188 -0.086 -0.607 0.156
O 2.436 -4.594 -3.215 -0.251 -0.247 0.387
O -0.838 6.47 -1.211 0.118 -0.176 -0.253
O 2.848 4.411 -6.941 -0.378 -0.139 -0.397
O 6.373 2.977 -4.991 0.458 -0.189 0.125
O -3.885 -5.817 -5.895 -0.082 0.039 0.084
O 1.118 -0.24 -4.927 -0.185 0.191 0.155
O 6.231 -7.015 23.091 -0.217 0.582 0.369
O 4.587 -2.406 -6.775 0.298 0.042 -0.476
O -7.071 -2.797 -4.511 0.168 -0.507 0.158
O 0.407 -7.613 -5.859 0.808 0.247 -0.068
O 5.271 -7.792 -4.852 0.137 0.336 0.06
O -5.388 -2.52 25.275 -0.236 -0.046 -0.006
O 0.038 -2.697 22.177 -0.13 0.079 0.365
O -0.726 2.538 25.685 0.362 -0.08 0.385
O 7.23 1.054 -6.404 -0.406 -0.412 -0.007
O 7.32 -6.477 -3.74 0.441 -0.064 -0.006
O -2.784 -0.078 22.14 -0.158 -0.052 0.49
O -3.478 0.43 -2.653 -0.375 -0.115 0.24
O 0.84 -2.922 -4.54 -0.135 0.176 0.244
O 5.393 0.187 -3.294 -0.117 -0.416 -0.266
O -3.372 2.624 -1.066 0.178 -0.227 0.09
O 2.704 -5.455 22.209 0.137 -0.084 0.356
O -2.61 -0.142 -5.117 0.235 0.467 -0.036
O 5.85 5.077 -3.674 -0.233 0.362 0.623
O 6.273 3.89 25.755 -0.194 0.158 -0.443
O -1.345 2.646 -5.996 0.481 0.052 0.389
O -2.946 -3.549 -6.483 0.172 0.142 0.165
O 6.187 6.077 -6.172 0.073 0.126 0.059
O -7.076 3.651 -2.584 0.239 -0.107 -0.878
O -0.708 -1.651 -6.211 -0.038 -0.558 -0.249
O -4.418 -7.744 -4.249 -0.375 -0.219 0.295
O 3.878 3.709 -4.778 -0.532 0.466 0.491
O -6.285 -4.411 -1.361 0.033 -0.088 -0.559

Results
total energy: -101655.736 eV
total energy less fixed offsets of O -438.25, Si -107.07 eV per atom: -2.536 eV
